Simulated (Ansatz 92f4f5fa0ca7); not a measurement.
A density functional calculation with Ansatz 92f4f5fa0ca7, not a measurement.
Periodic cell of 220 atoms, Si132O88, from a study of silicon, its oxide and their interface. The atomic structure is a simulated model.
This geometry differs little from another in the collection (a relaxation step or a small displacement).

Settings: functional r2SCAN; potential files Ansatz PAW; basis plane waves; wave-function cutoff 800 eV; density cutoff ratio 5; exchange-correlation grid ratio 1; k mesh 1 x 1 x 1, shifted by 0.5 0.5 0 of a step; self-consistency stop 1e-10 eV per atom in the density residual; occupations fixed; spin none; net charge 0.

Cell vectors (angstrom)
a  10.887  0  0
b  0  10.887  0
c  0  0  31.8042

Atoms and the computed forces on them: element, x, y, z (angstrom), force x, y, z (eV/angstrom)
Si  -0.3799  0.1532  0.0004  -0.0002  -0.0005  -0.0009
Si  3.1754  2.3261  -0.0172  -0.0008  0.0007  -0.0025
Si  -0.3165  5.5583  0.0057  0.0009  -0.0002  -0.0008
Si  2.9452  7.9232  0.3249  0.0006  0  -0.003
Si  5.1299  -0.1295  0.2159  0.0006  -0.0006  -0.0017
Si  8.2187  2.4338  0.0891  0.0002  -0.0001  -0.0014
Si  5.0515  5.5705  0.0803  0.0002  -0.0008  -0.0013
Si  8.4705  7.8806  0.0402  0.0004  0.0011  -0.0016
Si  1.3637  1.3019  1.1568  -0.0004  0.0007  0.0012
Si  4.0762  3.9498  1.4568  0.0001  -0.0006  -0.0002
Si  1.2731  6.6884  1.3692  -0.0004  -0.0002  -0.0005
Si  4.0205  9.4173  1.7064  0.0001  0.0008  0.0009
Si  6.7304  1.1819  1.3863  -0.0003  0.0004  -0.0012
Si  9.4019  4.0464  1.3495  0.0003  0.0002  0.0005
Si  6.7974  6.7147  1.2438  -0.0004  0.0007  0.0006
Si  9.5571  9.4235  1.4252  0.0001  0.0005  0.0005
Si  0.0088  2.6796  2.6076  0.0001  -0.0003  -0.0007
Si  2.6108  0.0176  2.7769  0.0005  0.0009  0.0002
Si  0.0322  8.1102  2.7825  0.0003  -0.0001  -0.0002
Si  2.6597  5.3341  2.7409  -0.0001  0.0002  0.0004
Si  5.4724  2.6311  2.7775  -0.0001  0.001  -0.0008
Si  8.151  -0.1049  2.7516  -0.0001  0  0.0012
Si  5.5245  8.0459  2.7953  0  0.0001  -0.0008
Si  8.0954  5.4055  2.7259  0.0002  0.0003  0.0002
Si  1.3049  4.0128  4.0918  0.0005  0.0002  0.0001
Si  4.0391  1.3444  4.1073  -0.0002  0.0002  -0.0005
Si  1.3363  9.5032  4.1458  0.0003  0.0005  0.0004
Si  4.0741  6.7124  4.0784  0.0002  0.0004  0.0004
Si  6.8023  4.0297  4.1143  0.0005  0.0004  -0.0004
Si  9.5438  1.32  4.023  0.0002  0.0002  -0.0003
Si  6.8187  9.4594  4.1489  0.0004  0.0003  0.0008
Si  9.4851  6.773  4.0794  0.0004  -0.0001  0.0006
Si  -0.0272  -0.0126  5.4624  0.0003  0.0006  -0.0001
Si  2.7038  2.7098  5.4711  0.0003  0.0009  0
Si  -0.0296  5.4204  5.4317  0.0002  0.0002  -0.0004
Si  2.7484  8.1414  5.4406  0.0006  0.0006  -0.0003
Si  5.4263  -0.0227  5.4391  0.0003  0.0001  -0.0002
Si  8.203  2.6905  5.4286  0.0005  0.0003  -0.0002
Si  5.4307  5.3865  5.4589  0.0004  0.0006  -0.0001
Si  8.1815  8.1325  5.4964  0.0001  0  0.0003
Si  1.3524  1.344  6.8141  0.0005  0  0.0005
Si  4.0699  4.0748  6.8292  0.0007  0.0005  -0.0001
Si  1.3399  6.8054  6.7828  0.0003  0.0005  -0.0001
Si  4.0811  9.5286  6.8088  0.0005  0.0006  0.0003
Si  6.8082  1.3512  6.7843  0.0006  0.0007  -0.0003
Si  9.5274  4.0704  6.8098  0.0002  0.0003  0
Si  6.7885  6.7732  6.8064  0.0005  -0.0003  -0.0002
Si  9.519  9.529  6.8379  0.0006  0.0005  0
Si  0.0196  2.7321  8.1606  0.0008  0.0013  0.0001
Si  2.7272  0.0112  8.1796  0.0011  0.0009  0.0004
Si  0.0213  8.1978  8.18  0.0005  0.0002  0.0004
Si  2.7103  5.4696  8.1472  0.0004  0.0007  0.0003
Si  5.4657  2.7285  8.16  0.0007  0.0011  0.0004
Si  8.1681  0.0213  8.1753  0.0005  0.0005  0.0004
Si  5.4544  8.1829  8.1368  0.0009  0.001  0.0001
Si  8.1823  5.4542  8.163  0.0008  0.0012  0.0004
Si  1.3758  4.1009  9.5124  0.0008  0.0003  0.0001
Si  4.0853  1.4007  9.5244  0.0012  0  -0.0003
Si  1.3672  9.5693  9.5673  0.0012  -0.0004  0.0006
Si  4.0366  6.8927  9.4724  0  0.0006  0.0002
Si  6.8358  4.0994  9.5155  0.0003  0.0003  -0.0001
Si  9.5561  1.386  9.524  0.0002  0  0.0004
Si  6.8131  9.5304  9.5063  0.001  0.0001  0.0004
Si  9.5308  6.8473  9.5248  0.0013  -0.0002  -0.0001
Si  0.0304  0.0739  10.9369  0.0006  0.0006  0.0001
Si  2.7302  2.7729  10.9113  0.0008  -0.0006  0.0008
Si  0.044  5.4996  10.8422  -0.0002  0  -0.0001
Si  2.7241  8.225  10.9373  0.0014  0.0003  -0.0004
Si  5.4472  0.0102  10.828  0.0009  0.0001  0.0006
Si  8.2415  2.7652  10.8862  0.0007  -0.0003  0.0007
Si  5.4309  5.5418  10.7339  0.0008  0.0011  0.0005
Si  8.1907  8.2293  10.9082  0.0004  0.0004  0.0008
Si  1.3792  1.4451  12.3507  0.0011  0.0007  -0.0005
Si  4.1035  4.2613  12.1221  0.0011  0.001  0.0006
Si  1.352  6.8368  12.2731  0.0014  0.0001  -0.0007
Si  4.0789  9.6429  12.2674  0.0011  0  -0.0007
Si  6.8542  1.3412  12.1279  0.0008  0.0001  0.0005
Si  9.6301  4.1694  12.2309  0.001  0.0002  0.0009
Si  6.7286  6.8609  12.1456  0.0013  0.0002  0.0008
Si  9.5658  9.5997  12.2994  -0.0002  0.0004  0.0005
Si  0.1205  2.9264  13.7398  0.0003  0.0003  0.0007
Si  2.7664  0.097  13.7431  -0.0005  0.0002  0.0008
Si  0.033  8.2079  13.6772  0.0004  0.0003  -0.0001
Si  2.807  5.5674  13.6295  0.0014  0.0004  0.0011
Si  5.521  2.8453  13.266  0.0012  0.0003  -0.0006
Si  8.2026  0.1163  13.6393  0.0005  0.0003  0.0009
Si  5.4541  8.2677  13.5674  0.0014  0.0002  0.0005
Si  8.1407  5.5254  13.4242  -0.0001  0.0005  -0.0017
Si  1.8318  4.0297  15.1084  0.0009  0.0003  0.0025
Si  4.0774  1.8281  14.7271  0.0013  -0.0002  0.0025
Si  1.5956  9.3461  15.0516  -0.0015  0.001  0.0028
Si  3.8994  7.1883  14.9578  0.0023  0.0004  0.0036
Si  7.0777  3.8585  14.6786  0.002  0.0003  0.0031
Si  9.3747  1.7433  14.9121  0.0013  -0.0003  0.0012
Si  7.0064  9.4084  14.8987  0.0015  -0.0005  0.0023
Si  9.162  7.0981  14.8003  0.0023  0.0004  0.0028
Si  28.3343  -10.2656  19.7613  0.0006  -0.0008  0.0019
Si  -3.0721  -1.3561  27.2228  -0.0006  -0.0003  -0.0008
Si  4.1975  15.3742  26.6093  0.0001  0.0001  -0.0013
Si  20.6249  16.1045  24.1308  0.0001  -0.0001  -0.0005
Si  12.9231  0.2128  27.5571  0.0001  0.0001  -0.0018
Si  9.6894  3.668  19.093  0.0005  -0.0004  0.0013
Si  -2.15  16.0805  21.2562  0.0001  0  -0.0001
Si  14.0913  22.6768  23.2494  0.0001  -0.0011  -0.0003
Si  -13.9793  12.6726  29.1396  -0.0008  0  -0.0029
Si  0.5941  7.4443  23.6868  0.0006  -0.0001  0.0005
Si  6.0856  3.4691  21.2413  -0.0002  -0.0001  0.0006
Si  13.5083  -1.9747  29.2262  -0.0013  0.0006  0.0034
Si  3.8765  15.1298  29.5133  0.0001  0.0004  -0.0027
Si  0.2623  22.0921  17.1771  0.0009  0.0003  0.0039
Si  11.2026  0.7304  22.3457  0.001  -0.0006  -0.0001
Si  3.8155  -0.363  20.6675  -0.0004  -0.0019  0.0006
Si  -9.8474  15.6919  29.1124  0.0005  0.0001  -0.0032
Si  9.3736  7.6026  25.5552  -0.0002  -0.0015  -0.0003
Si  -7.2476  18.2705  26.9797  -0.0006  -0.0002  -0.0016
Si  5.5011  22.096  16.9431  0.0004  -0.0002  0.0036
Si  9.4888  22.5757  19.6647  -0.0004  -0.0002  0.0017
Si  16.62  -16.1842  16.9395  0.0012  0.0002  0.0025
Si  21.2515  18.0778  19.4611  0.0006  -0.0001  0.0019
Si  -5.5117  2.8352  24.3029  -0.0009  -0.0001  0
Si  -9.6056  30.6193  21.2354  0.0002  0.0001  0.001
Si  -0.7616  0.1082  28.7966  0.0006  -0.0001  -0.0023
Si  -10.1275  7.2934  27.6324  0.0001  0.0004  -0.0024
Si  -6.826  14.8509  19.0347  0.0003  -0.0009  0.0029
Si  -3.4292  1.4917  26.2522  -0.0003  -0.0002  -0.0004
Si  12.588  35.5937  26.8308  -0.0009  -0.0002  -0.0023
Si  13.9123  -20.6876  18.227  0.0007  -0.0009  0.0034
Si  12.1616  15.7343  18.1712  0.0002  0.0003  0.0034
Si  -2.2687  -15.5356  17.5375  0.0019  -0.0008  0.0041
Si  -4.0606  20.5754  29.8298  -0.0002  0.0004  -0.0036
Si  13.6176  -1.5989  25.1455  -0.0007  0.0012  -0.0016
Si  10.1864  13.0804  24.8836  0.0001  0.0002  -0.0003
O  -0.249  -0.393  -1.5428  -0.0006  0.0006  0.002
O  -1.1763  -6.8532  -11.1281  0.0001  -0.001  -0.0006
O  11.2341  -6.2011  -1.2267  -0.0001  0.0008  0.0013
O  -8.9038  10.0516  -5.4625  0.0016  0.0001  0.0002
O  -1.35  6.7423  -0.524  0.0001  0.0003  0.0001
O  -2.9647  8.7748  -1.2112  0.0006  -0.0005  0.0024
O  16.7825  3.3464  -8.9502  0.0005  -0.0009  0
O  -8.2367  12.5386  -4.6333  0.0005  -0.0004  0.0016
O  13.5414  4.7505  -12.8041  0.0005  -0.0007  -0.0006
O  15.9922  4.0202  -6.4382  -0.0002  -0.0001  0.0003
O  14.8612  30.2497  -5.991  -0.0024  0.0004  0.0015
O  -11.988  25.4112  -7.4938  0.0006  -0.0002  0.0009
O  4.0235  6.8093  -0.1641  -0.0011  0  0.0009
O  7.6433  13.7185  -1.4234  0  0.0004  0.0019
O  -2.0448  4.8051  18.2937  0.001  0.0009  -0.0008
O  8.0771  0.0495  20.0112  0.0001  0.0004  -0.0012
O  2.7468  -2.6394  15.4915  0.001  0.0001  -0.0001
O  1.7676  12.302  22.6694  -0.0005  0.0003  0.0002
O  -4.6338  20.8325  16.2635  0.0008  0.0006  -0.0015
O  4.1095  0.5038  21.9876  0.0005  0.0001  0.0001
O  9.2554  -3.3726  18.3206  0.0001  -0.001  -0.0016
O  20.929  19.0028  24.1417  -0.0005  0  0.001
O  18.097  4.6375  20.9532  0.0004  -0.0013  -0.0009
O  2.8705  -1.6948  20.9413  0  0.0001  0.0001
O  2.9907  13.771  15.3909  -0.0001  0.0003  0.0001
O  11.8561  14.3562  28.1899  0.0002  0.0004  0.0014
O  11.1993  3.5956  18.5333  0.0009  0  -0.0005
O  33.3272  -8.4717  25.7085  -0.0004  0.0004  0.0007
O  3.7888  2.5081  18.3609  0.0005  -0.0007  -0.0004
O  1.1535  8.4277  28.7106  0.0006  0.0003  0.0012
O  -6.739  11.938  31.4799  0.0003  -0.0001  0.0014
O  8.1394  -2.5963  15.3139  0.0012  0.0009  -0.0017
O  1.5135  15.6556  16.5546  0.0014  -0.0009  -0.0012
O  15.4062  -15.7089  26.775  -0.0008  0.0006  0.0007
O  -10.0909  9.8793  16.3926  0.0013  -0.0005  -0.0022
O  -0.5086  1.1324  20.9981  0.0005  -0.0007  -0.0001
O  10.3858  -0.0133  18.5745  0.001  0.0001  -0.0019
O  2.835  10.464  28.8074  0.0005  -0.0011  0.0012
O  -8.2355  14.9999  26.2567  -0.0006  -0.0001  0.0012
O  18.9755  8.406  26.0932  -0.0008  0.0003  0.0006
O  30.9444  20.7996  28.0481  0  -0.0008  0.0024
O  17.0846  -6.4188  15.8926  0.0022  -0.0011  -0.0023
O  20.2495  12.4148  28.885  0  -0.0006  0.0005
O  5.356  21.3062  20.0983  0.0009  -0.001  -0.0009
O  35.791  21.3084  24.0942  -0.0005  -0.001  0.0017
O  8.1927  13.7083  15.3234  0.0003  0.0007  -0.0014
O  -15.3831  0.8931  18.165  -0.0013  -0.0009  -0.002
O  -12.3468  -4.7157  16.1316  0.0004  0.0006  -0.0029
O  9.0096  12.5896  25.86  -0.001  -0.0002  0.0007
O  17.601  -1.827  28.334  -0.0003  0  0.0022
O  1.0692  29.2979  22.1455  -0.0004  0  0.0002
O  0.2188  16.8559  28.3614  0.0001  -0.0007  0.0006
O  0.6277  20.9284  22.12  0  0.0004  0
O  1.5968  12.0896  17.4882  0.0001  -0.0002  -0.0008
O  -6.9101  -8.8531  24.0941  0.0007  -0.0002  0
O  15.5542  14.7488  20.5374  0  0  -0.0005
O  28.8006  17.3463  17.3755  0.0003  0.0004  -0.0013
O  8.8197  16.3331  22.8314  -0.0002  -0.0006  -0.001
O  9.0528  13.0882  18.958  0  -0.0004  -0.0006
O  -0.3779  18.7108  26.6648  0.0005  0.0001  0.0011
O  3.7654  -2.8546  28.469  -0.0016  0.0001  0.0017
O  22.1297  16.7409  23.9825  -0.0017  -0.0005  0.0007
O  6.5182  23.7219  25.0268  -0.0003  0  0.0014
O  3.1397  3.0195  30.2999  0.0003  -0.0003  0.0019
O  -1.4645  12.2464  31.664  0.0001  0.0011  0.0015
O  -10.353  6.1721  18.7403  0.0005  -0.0001  -0.0005
O  10.0983  1.1227  16.2451  -0.0002  0.0004  -0.0028
O  -1.4915  17.4398  20.6214  0.0005  -0.0002  -0.0009
O  -6.2823  6.5526  16.2936  -0.0006  0.0008  -0.0027
O  2.8275  0.4998  19.7131  0.0004  -0.0017  -0.0011
O  7.2107  -0.0859  26.4482  -0.0004  0.0002  0.0014
O  -6.9029  10.8949  17.4582  0.0006  -0.0002  -0.0012
O  -6.3971  3.8167  28.0726  -0.001  -0.0007  0.0026
O  5.0911  4.8806  30.3836  0.0006  0.0003  0.0012
O  -12.7464  27.7972  25.3564  0.0001  0.0011  0
O  6.4685  12.8959  20.6119  -0.0002  -0.0008  -0.0004
O  2.5723  8.8022  30.8153  -0.0011  -0.0008  0.0056
O  -14.5702  22.1438  29.6724  -0.0019  0  0.0015
O  0.3572  -2.4119  19.9395  -0.0001  -0.0008  -0.0002
O  -5.6378  1.4525  15.8191  0.0002  0.0016  -0.0022
O  -16.2717  -12.0211  30.7578  -0.0002  0.0006  0.0019
O  0.4993  22.2248  27.8982  -0.0023  -0.0002  0.0013
O  -5.7482  4.8106  18.203  0.0019  0.0012  -0.001
O  2.0912  28.7069  26.8013  -0.0006  -0.0005  0.0021
O  10.3349  12.0019  23.6678  0.0003  0.0002  -0.0001
O  -8.2778  5.2597  29.2695  -0.0007  -0.0003  0.0015
O  12.6528  8.2046  24.4688  -0.0009  -0.0001  0.0005
O  -3.7321  13.1012  27.7007  0.0006  -0.0001  0.0019

Results
free energy: -134622.126 eV
free energy less fixed offsets of O -570.45, Si -639.56 eV per atom: -0.606 eV

The program warned: the cutoff lies below the one the program advises for these potential files; the forces do not sum to zero within the program's tolerance; empty levels may hold ghost states of the PAW files; the exchange-correlation potential is rough where the density is thin.
